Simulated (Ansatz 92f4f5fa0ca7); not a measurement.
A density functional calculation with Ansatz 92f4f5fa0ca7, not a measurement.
Periodic cell of 220 atoms, Si132O88, from a study of silicon, its oxide and their interface. The atomic structure is a simulated model.
This geometry differs little from another in the collection (a relaxation step or a small displacement).

Settings
functional: r2SCAN
potential files: Ansatz PAW
basis: plane waves
wave-function cutoff: 800 eV
density cutoff ratio: 5
exchange-correlation grid ratio: 1
k mesh: 1 x 1 x 1, shifted by 0.5 0.5 0 of a step
self-consistency stop: 1e-10 eV per atom in the density residual
occupations: fixed
spin: none
net charge: 0

Cell vectors (angstrom)
a	10.88	0	0
b	0	10.88	0
c	0	0	32.1344

Atoms and the computed forces on them: element, x, y, z (angstrom), force x, y, z (eV/angstrom)
Si	0.424	-0.0207	-0.0661	-0.0832	0.0628	-0.0503
Si	2.3997	2.9003	0.0501	0.0409	-0.0172	-0.1565
Si	0.2964	5.1901	-0.1074	0.0395	0.0268	-0.2573
Si	2.3005	9.247	-0.3523	0.0614	-0.1005	-0.1396
Si	5.8176	-0.125	0.0005	0.0147	0.0266	-0.1536
Si	7.897	2.7179	-0.0554	0.0088	-0.0191	-0.2465
Si	5.814	5.0842	-0.0546	-0.0194	0.0753	-0.2299
Si	7.9897	8.4753	-0.0847	-0.0474	-0.0697	-0.2326
Si	1.3288	1.441	1.4934	0.012	-0.0398	-0.0131
Si	4.1168	4.0477	1.2046	0.0102	-0.0001	0.0251
Si	1.3263	6.7502	1.2569	0.0291	0.1925	0.0016
Si	4.076	9.7089	1.159	-0.0387	0.0098	0.0356
Si	6.842	1.3394	1.4531	0.0207	0.0319	0.0142
Si	9.5172	4.025	1.0952	-0.0419	-0.0391	0.0657
Si	6.8577	6.8101	1.1948	0.0092	-0.0098	-0.0154
Si	9.6223	9.6325	1.1571	0.0237	0.0098	0.0254
Si	-0.1031	2.7802	2.6788	-0.013	0.017	-0.0267
Si	2.7989	0.0859	2.693	0.0373	-0.0015	-0.0036
Si	-0.0029	8.1751	2.5731	0.0054	-0.0047	0.0051
Si	2.7959	5.4737	2.5707	0.033	-0.0274	0.004
Si	5.4062	2.7123	2.6699	-0.022	0.0043	-0.0062
Si	8.2711	-0.0025	2.6689	0.038	-0.0033	-0.0075
Si	5.3814	8.1575	2.4865	-0.0292	0.0032	-0.0193
Si	8.2304	5.4474	2.534	0.0115	0.0316	0.021
Si	1.3687	4.1279	3.9221	-0.0057	0.0045	0.038
Si	4.104	1.3974	4.0817	-0.0086	-0.0219	0.0054
Si	1.3967	9.5227	3.9357	-0.0153	-0.0025	-0.0035
Si	4.1088	6.8201	3.9486	-0.0153	0.0211	0.0118
Si	6.8317	4.1074	3.9204	0.0053	-0.0096	0.0175
Si	9.5189	1.3837	4.0569	-0.0173	-0.0135	0.0062
Si	6.7954	9.4925	3.8842	0.0006	-0.0116	0.0348
Si	9.5407	6.8074	3.9458	-0.0006	-0.021	0.0161
Si	0.0339	-0.0019	5.3178	0.0095	-0.0254	0.0078
Si	2.6937	2.763	5.3371	-0.0069	-0.0108	0.005
Si	0.0294	5.4627	5.311	-0.0161	0.005	0.0078
Si	2.7297	8.1509	5.3146	-0.0025	-0.0008	0.0097
Si	5.4768	-0.0296	5.3205	0.0112	0.0144	0.0101
Si	8.1314	2.7346	5.3493	-0.0003	0.0066	0.0127
Si	5.465	5.4531	5.2914	0.0044	-0.0021	0.0043
Si	8.1466	8.1487	5.284	-0.0106	-0.0087	0.0093
Si	1.3636	1.3595	6.6752	0.0091	0.0146	-0.0075
Si	4.0957	4.0947	6.6644	0.0065	-0.0011	0.001
Si	1.3838	6.7876	6.6894	0.0067	-0.0073	-0.0062
Si	4.0934	9.5065	6.6732	0.009	-0.0071	-0.0025
Si	6.8003	1.3386	6.6955	-0.0091	-0.0102	-0.0037
Si	9.5339	4.0925	6.6634	0.0071	0.0092	-0.006
Si	6.7973	6.8021	6.661	0.0055	0.0279	-0.0031
Si	9.5284	9.5091	6.6486	-0.0078	-0.0037	-0.0006
Si	0.0008	2.7078	8.0194	-0.0073	0.0027	-0.005
Si	2.7138	-0.0122	8.0094	-0.0054	-0.0283	0.0063
Si	-0.0016	8.1377	8.0155	-0.0012	0.0123	0.0052
Si	2.7505	5.4266	8.0508	0.0044	0.0175	0.0005
Si	5.4175	2.6915	8.0277	0.0093	0.0084	0.0024
Si	8.1652	-0.0291	8.0342	0.0018	-0.0075	-0.0004
Si	5.4477	8.1487	8.0432	-0.0001	-0.0027	0.0062
Si	8.1404	5.4346	8.0009	-0.0185	-0.0207	0.0079
Si	1.39	4.0311	9.3801	-0.0055	0.0115	-0.0271
Si	4.0545	1.324	9.3791	0.0196	0.0041	-0.0121
Si	1.3763	9.4859	9.369	0.0068	-0.0117	-0.0069
Si	4.1104	6.7821	9.4166	0.002	0.009	0.0054
Si	6.7941	4.0564	9.3629	0.0146	0.0232	-0.0074
Si	9.5126	1.3515	9.3664	-0.004	-0.0059	-0.0055
Si	6.8071	9.4951	9.4221	-0.0084	0.0012	-0.0217
Si	9.4725	6.7985	9.3515	-0.0091	0.0177	-0.0115
Si	-0.0355	-0.0545	10.6788	0.0147	-0.0083	-0.0161
Si	2.729	2.6571	10.7755	0.0109	-0.0183	-0.0225
Si	-0.0454	5.4025	10.6183	-0.0183	0.0279	0.0096
Si	2.7535	8.1493	10.7667	-0.0076	0.0118	-0.0204
Si	5.4026	-0.0266	10.7427	-0.0006	-0.0453	0.0117
Si	8.1443	2.7002	10.7258	-0.0059	0.028	-0.018
Si	5.4737	5.4058	10.7666	0.0222	0.006	-0.0261
Si	8.1442	8.115	10.8064	0.0101	0.0017	-0.0037
Si	1.3403	1.2141	12.0418	-0.0181	-0.0204	0.0319
Si	4.0992	4.0578	12.1045	0.0338	0.0365	0.0145
Si	1.2423	6.7897	11.945	0.0117	0.0232	0.0015
Si	4.1573	9.4595	12.1896	0.0387	-0.0265	0.0084
Si	6.7365	1.3678	12.0602	-0.0028	0.0016	0.0094
Si	9.5385	4.0681	12.0373	-0.0063	0.0038	0.0255
Si	6.8498	6.6993	12.205	-0.0376	0.0117	0.007
Si	9.4918	9.5444	12.1166	-0.0076	-0.019	-0.028
Si	-0.0316	2.6166	13.3066	0.0563	0.0183	-0.0104
Si	2.6891	-0.1059	13.4716	0.0007	-0.0009	-0.0154
Si	-0.0047	8.1488	13.3988	0.0287	-0.0177	-0.0362
Si	2.5415	5.4073	13.2463	-0.0276	-0.0281	0.0763
Si	5.5265	2.7696	13.5278	0.0121	0.0116	-0.0656
Si	8.1107	0.0756	13.4217	-0.1246	-0.1051	0.0558
Si	5.4604	7.9912	13.6098	0.0149	0.0361	0.0374
Si	8.3177	5.3922	13.5639	-0.0246	-0.0229	-0.0119
Si	1.5016	3.7706	14.5525	-0.018	0.1159	0.1385
Si	3.8244	1.5947	14.5839	-0.0261	-0.0516	0.2361
Si	1.5956	9.1012	14.807	0.0362	-0.037	0.1929
Si	3.742	6.7965	14.6064	0.0323	-0.0733	0.0469
Si	7.1689	3.8653	14.9146	-0.017	0.0819	0.2081
Si	9.2698	1.602	14.6685	0.0047	-0.0271	0.137
Si	6.938	8.7783	15.3439	-0.1004	0.0314	0.0705
Si	9.5311	6.9603	14.8936	0.0195	-0.0084	0.1915
Si	2.8761	12.1507	17.1836	-0.0091	0.0578	0.1704
Si	5.9868	12.2186	23.6077	0.0012	-0.0085	0.0019
Si	6.6059	9.5378	18.3631	0.0166	0.0296	0.1511
Si	11.7275	6.2087	19.6573	-0.0131	0.0186	0.1104
Si	4.1397	3.4852	18.3942	0.0608	0.0588	0.0111
Si	0.7475	-5.3594	16.8617	0.0618	-0.015	0.1766
Si	3.5911	10.9125	22.322	-0.012	-0.0057	0.0436
Si	7.2465	8.7223	26.1554	-0.0004	0.01	-0.0511
Si	3.2549	6.06	18.4092	0.0244	0.0037	0.0778
Si	9.8721	-2.6718	20.8173	-0.0045	-0.0182	0.0624
Si	16.0738	5.0624	16.8678	-0.0833	-0.0908	0.181
Si	2.6461	8.0911	23.4946	0.003	-0.0102	-0.0004
Si	-0.1019	20.723	28.3581	-0.0086	0.002	-0.1358
Si	4.5675	8.1761	27.4031	0.0197	-0.0219	-0.0974
Si	15.3977	0.6847	19.3734	0.0213	-0.0068	0.0953
Si	8.0515	11.4279	21.6584	-0.0071	-0.0056	0.0638
Si	11.0407	10.945	16.7419	-0.0142	0.0078	0.1878
Si	-8.1105	-0.8627	28.8334	0.0138	0.0052	-0.1706
Si	1.973	2.4546	23.4371	-0.0036	0.0005	-0.0002
Si	9.9187	17.8106	23.5436	-0.0009	-0.0142	0.001
Si	17.8634	8.4728	21.001	0.0245	-0.0039	0.0744
Si	-6.3156	6.3385	24.9686	0.003	0.008	-0.0529
Si	5.2035	14.3838	28.1312	0.0044	0.0059	-0.1035
Si	-2.8147	11.5853	25.8647	0.0025	-0.0101	-0.0691
Si	5.5401	17.0214	29.2265	0.0204	0.0148	-0.1569
Si	9.9659	7.2682	29.8893	-0.0055	0.0038	-0.1996
Si	4.1068	12.3274	30.0622	0.0217	0.0376	-0.1991
Si	-3.9226	7.2167	23.6362	0.0022	-0.0135	0.0014
Si	0.2971	19.8501	25.2552	0.0096	-0.0096	-0.0717
Si	8.1774	3.1242	27.8836	-0.0179	-0.0034	-0.1093
Si	4.2411	3.2871	25.1354	-0.0116	0.0097	-0.0629
Si	9.328	10.6525	19.3006	-0.0104	-0.0027	0.1166
Si	1.2509	5.4017	22.5269	0.009	0.0093	0.0504
Si	-1.3301	12.1942	29.8212	-0.0187	0.0086	-0.2087
Si	-0.5687	11.6259	23.9076	0.002	-0.0057	-0.0055
Si	8.2264	6.1259	27.7996	-0.0144	-0.0021	-0.1086
O	-0.0728	0.9834	-1.3266	0.0591	-0.046	0.1284
O	1.946	-3.1705	0.0579	-0.0539	-0.066	-0.0122
O	4.9869	7.6048	-3.2783	-0.0084	-0.0153	0.0727
O	-1.2995	10.8936	-3.3459	0.0078	0.02	0.0757
O	1.3942	4.0453	-0.6113	-0.0296	-0.0285	0.1183
O	-0.1337	6.1441	-1.384	0.0216	-0.0489	0.1558
O	2.8113	9.2061	-1.9045	-0.0568	0.0279	0.2021
O	-3.0628	18.1922	-5.3758	0.0022	-0.0143	0.0444
O	2.8895	1.7905	-1.0668	-0.0493	0.0273	0.084
O	5.347	0.8051	-1.2675	0.0138	-0.0198	0.1245
O	6.8462	3.8949	-0.5785	0.0567	-0.0241	0.1776
O	8.3329	1.6586	-1.2671	-0.039	0.0232	0.1387
O	5.1847	5.7963	-1.385	0.0109	-0.0458	0.1672
O	8.6756	7.8097	-1.4226	-0.0264	0.0422	0.1359
O	6.8393	9.5735	-0.5543	0.0655	0.0155	0.1122
O	2.7687	2.8124	14.8976	-0.0247	-0.0002	-0.1551
O	4.7894	6.3444	17.8937	-0.013	0.0393	-0.0655
O	6.3329	-1.8942	16.861	0.0445	-0.032	-0.1452
O	-1.039	0.6578	15.8659	-0.0326	0.0343	-0.142
O	2.3274	6.9042	19.4232	0.0019	-0.005	-0.046
O	-2.68	9.8327	18.4772	-0.0241	0.0105	-0.0542
O	2.7546	7.9942	15.2335	-0.0391	0.0373	-0.0359
O	4.5068	5.6449	15.5125	-0.0154	0.0471	-0.1763
O	4.2292	10.9476	20.8325	0.0117	0.0094	-0.0512
O	6.6653	4.5824	16.3374	0.0532	0.0262	-0.1403
O	14.3198	4.6676	19.2635	-0.0081	-0.0012	-0.0079
O	15.6902	0.2549	23.3586	0.0038	-0.0064	-0.0132
O	8.302	7.8787	15.5172	0.0612	-0.0504	-0.0841
O	11.6161	9.5288	16.1705	0.0045	-0.013	-0.1322
O	9.3207	11.428	22.6566	-0.0083	0.0048	-0.005
O	4.7861	13.1895	19.338	-0.0257	-0.0316	-0.0391
O	6.172	19.4171	19.5935	-0.0016	0.0215	-0.0492
O	0.7869	5.31	20.9836	0.011	-0.0027	-0.0443
O	4.0712	11.8789	16.1077	0.0017	0.002	-0.1399
O	0.7739	15.0681	15.9607	0.0036	-0.0596	-0.1172
O	8.5912	11.8389	20.1631	0.0168	-0.0003	-0.0407
O	13.7617	2.8087	17.6474	-0.0152	-0.1152	-0.0918
O	1.7586	19.2564	24.8371	-0.0085	0.0117	0.0115
O	3.2045	0.3487	18.4724	-0.0069	0.0154	-0.038
O	3.9226	4.863	24.9101	0.0037	-0.0043	0.0153
O	6.1005	-4.7287	24.4979	0.0013	-0.0011	0.0134
O	2.315	5.9928	17.0437	-0.034	-0.0258	-0.0493
O	2.0891	17.6777	22.6624	-0.0069	-0.0017	-0.0097
O	0.4605	12.843	23.684	0.0021	-0.0053	0.0002
O	2.6087	1.3265	22.4452	0.0048	-0.0027	-0.013
O	1.9603	3.978	22.8531	-0.0016	-0.0041	-0.0105
O	5.813	0.0279	18.6744	-0.0404	-0.0391	-0.0793
O	8.2517	2.706	15.356	0.0084	0.0064	-0.0991
O	10.5196	0.1002	18.2722	0.029	0.0228	-0.0992
O	7.2962	-0.6696	14.6662	0.0808	0.0587	0.0078
O	10.5464	6.5039	16.1285	-0.0399	0.0345	-0.131
O	12.2927	11.9301	16.5992	0.0052	-0.0286	-0.0755
O	7.3382	9.965	21.5476	0.0171	-0.0028	-0.0252
O	6.2902	7.6467	22.2107	-0.0094	0.0048	-0.0224
O	-1.275	17.425	28.4952	0.021	0.0183	0.092
O	2.876	9.4707	22.6405	0.0073	0.002	-0.0182
O	11.2177	16.17	18.4145	-0.0188	0.0006	-0.1004
O	14.9411	-3.3642	23.9885	0.0024	0.0001	0.0094
O	8.3827	6.4994	23.393	-0.0016	0.0137	-0.0087
O	6.7339	14.1415	28.5965	-0.0052	0.0126	0.0374
O	10.8395	16.4787	23.5002	-0.0023	-0.0045	-0.0124
O	8.3578	7.6988	20.6663	-0.0112	0.001	-0.0303
O	-0.8736	-1.1123	20.4772	0.0031	0.0087	-0.0515
O	-6.0977	13.8846	26.6427	0.0163	-0.0007	0.0526
O	-0.7643	7.7932	24.8965	0.0025	0.0089	0.0156
O	-0.09	8.5899	29.4047	0.0108	-0.0268	0.0991
O	-5.0953	19.9142	26.7804	-0.0079	-0.0125	0.0464
O	11.058	21.1229	24.2635	-0.0177	-0.0029	0.0151
O	-3.028	1.8921	26.9062	0.0006	0.0142	0.0547
O	10.7348	-3.4311	19.7232	0.0142	0.0007	-0.0487
O	-1.414	11.9981	25.2118	-0.0064	0.0031	0.0301
O	-9.5801	-0.2706	28.5662	0.0008	-0.0125	0.0455
O	-3.7473	6.0864	28.9848	-0.0131	0.0055	0.0552
O	8.1147	10.0631	26.4517	-0.0055	-0.0007	0.0166
O	6.9126	1.5362	22.2763	0.0009	-0.0062	-0.0287
O	2.8532	2.5015	24.8112	-0.0006	-0.0017	0.013
O	-0.0241	20.2243	26.8037	-0.0004	-0.0031	0.079
O	3.7462	11.2808	28.8988	0.0057	-0.0038	0.0835
O	7.1546	8.5463	24.5456	-0.005	0.0058	0.0122
O	10.362	7.917	22.3249	0.0075	0.0055	-0.0178
O	6.8746	11.5999	24.7907	0.0164	0.0098	0.0072
O	4.3668	13.7052	29.307	-0.0233	-0.0425	0.0906
O	3.2475	9.0763	27.6085	-0.0182	0.0097	0.067
O	4.2921	6.9243	26.4369	0.0035	0.0143	0.045
O	8.4336	4.6048	27.2077	0.0019	-0.0025	0.0462
O	5.3557	13.6406	24.0706	0.0029	0.0001	0.0075
O	4.8719	15.9536	28.2162	-0.0039	0.0071	0.0576
O	-1.4559	13.5236	28.8402	0.0187	-0.0331	0.0853

Results
free energy: -134618.424 eV
free energy less fixed offsets of O -570.45, Si -639.56 eV per atom: 3.096 eV

The program warned: the cutoff lies below the one the program advises for these potential files; the forces do not sum to zero within the program's tolerance; empty levels may hold ghost states of the PAW files; the exchange-correlation potential is rough where the density is thin.
